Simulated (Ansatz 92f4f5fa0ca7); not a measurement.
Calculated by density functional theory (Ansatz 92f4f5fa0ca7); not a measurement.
Periodic cell of 220 atoms, Si132O88, from a study of silicon, its oxide and their interface. The atomic structure is a simulated model.
Doubt: the cutoff is low for norm-conserving oxygen, so forces and energies are approximate.
Doubt: the program's own warning below bears on the result.
This geometry differs little from another in the collection (a relaxation step or a small displacement).

Settings: functional HSE06; potential files SPMS norm-conserving; basis plane waves; wave-function cutoff 800 eV; density cutoff ratio 4; exchange-correlation grid ratio 1; k mesh 1 x 1 x 1, Gamma-centred; occupations fixed; spin none; net charge 0.

Cell vectors (angstrom)
a	10.938	0	0
b	0	10.938	0
c	0	0	32.3297

Atoms: element, x, y, z (angstrom)
Si	10.7657	0.4029	25.1277
Si	5.7452	10.714	24.7944
Si	2.515	3.0432	24.9496
Si	8.537	2.5331	24.8309
Si	0.3111	5.2499	24.8769
Si	5.3683	5.7206	24.7668
Si	3.1596	7.953	24.8786
Si	7.9797	8.4798	24.7995
Si	1.3915	1.5329	26.3788
Si	6.8963	1.3761	26.1155
Si	4.1675	4.1806	26.1551
Si	9.625	4.1319	26.1796
Si	1.468	6.8526	26.1538
Si	6.8697	6.8904	26.154
Si	4.1972	9.5859	26.1941
Si	9.5628	9.6121	26.1702
Si	2.7535	-0.0016	27.5458
Si	8.1924	0.0026	27.5587
Si	-0.039	2.8096	27.6505
Si	5.4882	2.7289	27.498
Si	2.7642	5.4718	27.564
Si	8.2083	5.4827	27.5154
Si	0.0163	8.2028	27.5015
Si	5.4939	8.1975	27.5751
Si	4.1018	1.3673	28.9115
Si	9.5708	1.3673	28.9115
Si	1.3673	4.1018	28.9115
Si	6.8362	4.1018	28.9115
Si	4.1018	6.8362	28.9115
Si	9.5708	6.8362	28.9115
Si	1.3673	9.5708	28.9115
Si	6.8362	9.5708	28.9115
Si	0	0	30.2787
Si	5.469	0	30.2787
Si	2.7345	2.7345	30.2787
Si	8.2035	2.7345	30.2787
Si	0	5.469	30.2787
Si	5.469	5.469	30.2787
Si	2.7345	8.2035	30.2787
Si	8.2035	8.2035	30.2787
Si	1.3673	1.3673	31.646
Si	6.8362	1.3673	31.646
Si	4.1018	4.1018	31.646
Si	9.5708	4.1018	31.646
Si	1.3673	6.8362	31.646
Si	6.8362	6.8362	31.646
Si	4.1018	9.5708	31.646
Si	9.5708	9.5708	31.646
Si	2.7345	0	0.6835
Si	8.2035	0	0.6835
Si	0	2.7345	0.6835
Si	5.469	2.7345	0.6835
Si	2.7345	5.469	0.6835
Si	8.2035	5.469	0.6835
Si	0	8.2035	0.6835
Si	5.469	8.2035	0.6835
Si	4.1018	1.3673	2.0507
Si	9.5708	1.3673	2.0507
Si	1.3673	4.1018	2.0507
Si	6.8362	4.1018	2.0507
Si	4.1018	6.8362	2.0507
Si	9.5708	6.8362	2.0507
Si	1.3673	9.5708	2.0507
Si	6.8362	9.5708	2.0507
Si	0	0	3.418
Si	5.469	0	3.418
Si	2.7345	2.7345	3.418
Si	8.2035	2.7345	3.418
Si	0	5.469	3.418
Si	5.469	5.469	3.418
Si	2.7345	8.2035	3.418
Si	8.2035	8.2035	3.418
Si	1.3571	1.3511	4.7706
Si	6.8124	1.3659	4.8384
Si	4.1248	4.0687	4.7672
Si	9.5621	4.08	4.818
Si	1.3836	6.8198	4.7633
Si	6.8372	6.8192	4.7687
Si	4.102	9.5558	4.8261
Si	9.511	9.6005	4.6929
Si	2.6326	-0.0796	6.1736
Si	8.161	-0.0766	6.1586
Si	-0.018	2.6737	6.1777
Si	5.3629	2.654	6.2444
Si	2.7799	5.4505	6.1084
Si	8.1186	5.3999	6.1722
Si	-0.1121	8.1808	5.9564
Si	5.4781	8.1499	6.175
Si	3.6901	1.4917	7.5597
Si	9.7709	1.0118	7.4498
Si	1.6391	3.8575	7.3732
Si	6.4846	4.2853	7.5243
Si	4.3208	6.589	7.5127
Si	9.3306	7.0441	7.3305
Si	0.9505	9.6603	7.3775
Si	7.0886	9.2225	7.5235
O	1.3938	4.1117	24.384
O	6.8536	9.5852	24.3201
O	2.6642	2.7131	7.9318
O	8.2603	8.1425	7.8859
O	5.4124	5.4468	8.0015
O	-0.0584	-0.103	7.9527
O	4.2299	6.8299	24.3326
O	9.6766	1.4155	24.403
O	1.3909	8.6543	8.5856
O	1.1498	4.7068	8.6764
O	8.9582	1.5891	8.749
O	6.4943	9.6694	8.9799
O	4.0312	0.7687	8.989
O	3.6751	7.3544	8.8154
O	7.11	3.542	8.8553
O	10.1542	6.5268	8.6335
O	3.223	2.3113	23.6862
O	5.0262	0.4164	23.4596
O	7.9468	3.2199	23.4643
O	10.5582	5.9216	23.5488
O	8.6034	7.7256	23.4707
O	2.6243	8.7293	23.542
O	6.103	5.1128	23.4161
O	0.942	10.7552	24.1057
Si	2.5182	8.1567	9.6271
Si	8.1797	5.5422	14.0094
Si	4.1557	4.422	15.4969
Si	4.3805	1.7214	22.7354
Si	9.3751	1.0879	19.4542
Si	9.7503	1.1467	16.5929
Si	1.3013	9.5422	23.1292
Si	9.9971	8.1057	13.545
Si	0.8973	6.4576	11.7545
Si	0.527	9.8784	15.5576
Si	4.5591	1.834	17.2546
Si	5.6454	9.0249	14.4097
Si	7.9587	10.541	12.8618
Si	3.7339	0.0374	10.4055
Si	6.3796	9.5753	10.5862
Si	0.9283	10.6213	20.2955
Si	3.3428	0.1565	15.013
Si	2.8658	2.0877	12.574
Si	5.8876	6.97	12.2733
Si	6.7389	3.8555	22.5843
Si	10.7568	4.1219	16.5406
Si	8.5144	2.9766	9.4408
Si	3.6071	6.592	17.6187
Si	7.1999	0.086	17.7396
Si	5.1151	4.1929	12.6464
Si	1.8475	4.5867	19.0418
Si	1.471	4.2172	13.9074
Si	8.0837	5.4182	17.0939
Si	8.258	4.0755	19.7638
Si	10.0539	7.3024	22.8741
Si	10.5122	6.3271	19.9487
Si	10.7012	5.1894	9.3257
Si	0.962	8.3212	18.2128
Si	2.9658	1.9007	19.9464
Si	6.3598	7.9949	17.2429
Si	7.9191	2.7972	12.5232
O	6.2504	8.1826	15.644
O	8.2532	0.5218	16.5725
O	7.1689	6.2851	12.9821
O	5.1514	4.5447	14.2332
O	3.4415	1.2204	13.8105
O	6.7765	9.4595	17.8105
O	2.2481	3.3486	19.9916
O	5.1554	10.5418	11.0456
O	1.5173	5.5376	12.95
O	-0.0212	5.4472	10.8903
O	5.9381	1.0185	17.4054
O	9.0232	2.6318	19.8412
O	2.7535	4.0018	14.8542
O	1.1821	9.2454	19.5043
O	1.5192	10.2594	21.7328
O	9.317	6.7164	14.08
O	10.5655	0.2836	15.5121
O	10.7083	7.308	18.6671
O	3.6934	1.435	21.3074
O	-0.0279	7.6669	12.2897
O	7.2817	4.2042	21.0759
O	9.3369	5.2563	19.8247
O	2.2984	7.5605	17.6694
O	3.2165	5.3769	18.6297
O	1.8272	0.8211	19.6111
O	7.6555	10.2683	11.2937
O	6.2364	7.9984	11.0484
O	6.362	3.2037	12.369
O	6.722	10.0443	13.7764
O	5.0555	5.6297	11.853
O	0.3145	4.4305	15.0242
O	2.998	9.5453	10.2858
O	0.0154	8.623	14.715
O	9.1231	9.4401	13.1921
O	5.1267	7.9196	13.3464
O	4.6941	3.2862	16.5273
O	7.6355	5.2333	15.5271
O	10.1322	7.1561	21.2764
O	1.9496	10.3193	14.9818
O	0.0779	8.5215	23.2381
O	7.5817	4.3506	18.2723
O	3.5149	0.9512	16.401
O	4.0411	2.0026	18.7608
O	1.0114	4.1347	17.6801
O	7.5111	6.8809	17.533
O	3.8351	3.3288	12.2071
O	5.5586	2.7775	22.45
O	10.3248	0.2396	20.4711
O	4.9455	7.4844	17.9003
O	1.4593	2.8415	12.9897
O	2.8446	1.0489	11.324
O	8.5587	4.0544	13.3838
O	0.9731	5.528	20.0253
O	4.4497	9.9455	14.9181
O	7.9305	0.3974	19.1609
O	0.5143	9.3426	17.0657
O	9.9356	2.7297	16.3456
O	8.1497	1.2424	13.0853
O	9.6993	5.2522	17.0142
O	1.9927	7.1473	10.7786
O	9.6316	4.0457	9.0376
O	8.5137	2.7978	11.0278
O	10.2702	0.9903	18.1097
O	3.9367	5.8619	16.2049

Results
free energy: -54378.023 eV
free energy less fixed offsets of O -447.96, Si -113.29 eV per atom: -3.263 eV
gap between the highest filled and lowest empty level on this k mesh: 1.214 eV

The program warned: the cutoff lies below the one the program advises for these potential files; the model core charge is not resolved on the grid; the forces do not sum to zero within the program's tolerance; the exchange-correlation potential is rough where the density is thin.
